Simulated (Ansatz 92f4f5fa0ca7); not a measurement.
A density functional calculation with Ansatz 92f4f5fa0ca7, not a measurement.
Periodic cell of 228 atoms, Si140O88, from a study of silicon, its oxide and their interface. The atomic structure is a simulated model.
This geometry differs little from another in the collection (a relaxation step or a small displacement).

Settings
functional: r2SCAN
potential files: Ansatz PAW
basis: plane waves
wave-function cutoff: 800 eV
density cutoff ratio: 5
exchange-correlation grid ratio: 1
k mesh: 1 x 1 x 1, shifted by 0.5 0.5 0 of a step
self-consistency stop: 1e-10 eV per atom in the density residual
occupations: fixed
spin: none
net charge: 0

Cell vectors (angstrom)
a	10.887	0	0
b	0	10.887	0
c	0	0	32.788

Atoms: element, x, y, z (angstrom)
Si	1.1396	4.619	-8.4077
Si	5.2418	2.658	3.1265
Si	-7.2943	3.4963	1.6466
Si	0.0657	8.7403	-7.425
Si	8.8806	-1.7789	1.4216
Si	2.5642	2.9113	-16.6646
Si	0.5198	10.0955	-1.8987
Si	4.4035	8.3486	-5.9687
Si	0.0965	2.8132	2.5897
Si	-9.584	1.394	-1.3257
Si	2.737	5.3856	2.8029
Si	5.5265	8.3181	2.8777
Si	8.4868	-1.0304	-0.8098
Si	12.683	1.8843	1.1932
Si	10.1952	4.7239	1.4314
Si	19.0104	7.686	-10.9285
Si	-3.6554	7.3188	1.6346
Si	2.7555	0.1029	2.5291
Si	1.0429	6.3989	1.591
Si	-0.0992	8.2012	2.6143
Si	3.7344	7.5298	-3.2855
Si	8.0583	0.0355	2.7362
Si	4.7265	10.0824	1.5214
Si	8.2919	5.5072	2.6952
Si	1.3702	4.0444	4.1655
Si	3.9219	1.2336	4.3117
Si	1.3529	9.5884	3.8917
Si	4.1156	6.8384	4.0702
Si	6.8326	4.1335	4.0591
Si	9.5565	1.42	3.9394
Si	6.8453	9.603	4.2752
Si	9.5672	6.839	4.1478
Si	0.0148	0.0404	5.3485
Si	2.6447	2.6992	5.5718
Si	0.0198	5.4402	5.4741
Si	2.6773	8.2006	5.3616
Si	5.4006	-0.0405	5.5878
Si	8.1818	2.7259	5.3943
Si	5.481	5.4805	5.4473
Si	8.2055	8.178	5.5145
Si	1.2935	1.3484	6.8664
Si	4.082	4.0909	6.7945
Si	1.3721	6.8213	6.7841
Si	4.0354	9.4675	6.8531
Si	6.8049	1.3705	6.8037
Si	9.5217	4.085	6.8016
Si	6.8225	6.8212	6.8399
Si	9.5702	9.5595	6.7823
Si	-0.0508	2.7239	8.2075
Si	2.7144	0.0019	8.1814
Si	-0.0101	8.1551	8.1424
Si	2.7272	5.4605	8.1617
Si	5.4185	2.7074	8.1414
Si	8.1547	-0.0265	8.1521
Si	5.416	8.1151	8.2041
Si	8.1917	5.4584	8.1764
Si	1.3443	4.1138	9.5305
Si	4.0938	1.3487	9.5728
Si	1.3592	9.4935	9.4526
Si	4.0901	6.7531	9.5787
Si	6.7855	4.0705	9.419
Si	9.4802	1.3311	9.5202
Si	6.7942	9.4746	9.5363
Si	9.5359	6.8227	9.5876
Si	0.0038	-0.067	10.7867
Si	2.7103	2.764	10.8905
Si	0.0142	5.4587	10.9687
Si	2.6901	8.1741	10.8331
Si	5.4612	-0.0734	10.93
Si	8.0568	2.7027	10.777
Si	5.4899	5.34	10.8611
Si	8.1242	8.1386	10.9785
Si	1.3159	1.3345	12.1191
Si	4.1366	4.0456	12.2877
Si	1.4261	6.8708	12.3084
Si	4.0238	9.4692	12.2584
Si	6.8351	1.3196	12.239
Si	9.3972	4.028	12.132
Si	6.7899	6.6492	12.3086
Si	9.5469	9.5567	12.2466
Si	2.1196	-3.4625	23.3232
Si	-13.6741	-5.6874	13.7136
Si	0.4518	5.3829	16.0376
Si	13.6936	-5.6535	15.7231
Si	5.3908	2.5181	13.6399
Si	11.2676	-7.9078	15.3224
Si	4.978	7.6444	13.4431
Si	9.7303	6.5509	14.7212
Si	10.3932	4.2636	20.0096
Si	0.0116	-2.6293	13.6389
Si	-10.9225	0.8881	16.3839
Si	3.2544	5.8907	13.487
Si	6.8957	3.4761	15.1292
Si	17.2126	-0.0718	17.8796
Si	3.9611	12.1233	15.0705
Si	1.193	9.8473	15.0181
Si	-2.1864	0.5038	13.4723
Si	8.558	0.8347	15.8336
Si	-10.8326	7.7055	18.0694
Si	-2.3842	7.291	16.4998
Si	5.9748	-7.8039	17.983
Si	5.6027	-7.7521	22.6776
Si	3.6832	12.1228	27.5137
Si	3.0404	2.6462	29.2788
Si	1.3369	-14.419	31.5331
Si	-1.3077	1.4946	27.1267
Si	18.1225	-5.4447	23.449
Si	-17.2566	-22.4296	16.4824
Si	-8.5025	1.9123	20.6712
Si	-7.1366	3.2528	25.2088
Si	25.7513	6.9202	16.8721
Si	1.0125	21.189	27.8096
Si	4.8561	0.4226	21.9092
Si	31.2994	16.8493	25.5404
Si	16.4091	8.2022	15.6617
Si	5.5709	20.2157	31.4016
Si	-8.3461	8.861	16.7166
Si	5.4329	-26.9296	25.8397
Si	-4.0575	-10.3175	28.0825
Si	16.9014	13.828	32.9236
Si	15.0322	-17.5314	20.1758
Si	7.1612	16.6638	27.4106
Si	11.0619	-25.6784	21.0461
Si	-17.2469	31.0588	24.0512
Si	-4.2276	8.6291	27.2786
Si	6.2416	12.0237	34.471
Si	16.176	4.9246	29.5275
Si	-0.993	5.381	31.2167
Si	0.0558	3.1985	29.3375
Si	7.7609	5.21	18.6775
Si	-14.7353	9.4474	24.2824
Si	-4.1817	1.0381	30.9216
Si	20.2943	-10.3732	24.3736
Si	6.9635	5.5093	32.0516
Si	-8.2498	0.0354	13.545
Si	10.4089	2.2853	13.27
Si	-5.9174	6.7307	19.0285
Si	22.8721	2.2612	18.0144
Si	10.8156	2.4443	22.3638
Si	6.3491	-1.5462	19.9029
O	-5.1328	5.2892	-1.7667
O	16.872	6	-8.4619
O	-4.9599	3.703	-16.3235
O	34.4707	1.4385	-13.5526
O	-9.6653	-13.5124	-8.4278
O	-17.0031	9.3761	0.022
O	-16.0391	-11.554	-11.6677
O	12.1763	-13.0576	-15.0001
O	9.5032	-24.4631	-15.3405
O	16.3901	10.8441	-1.9639
O	-11.6172	-17.2645	-0.2215
O	-2.911	22.952	-5.6671
O	29.0153	1.305	-3.3415
O	-33.2712	-17.2178	-2.898
O	16.7818	34.2506	-10.4561
O	10.2513	-11.7233	24.7173
O	20.9034	-8.1422	28.0734
O	22.9751	8.9441	31.8149
O	-14.6962	4.1886	33.0207
O	-16.5255	-31.9425	27.7048
O	3.7426	23.6365	26.0141
O	-6.5808	17.7593	26.1202
O	-3.7098	8.9808	31.476
O	-3.2625	-2.3877	20.5286
O	7.8378	21.7957	24.2705
O	-3.7749	-2.806	16.1667
O	-16.5972	-35.291	19.5376
O	4.6744	3.6562	18.7539
O	26.2164	6.1834	28.9675
O	-10.5289	3.6542	23.3466
O	2.4352	11.0507	27.5236
O	-2.5578	16.6583	31.231
O	11.8861	9.8118	29.3569
O	-1.8093	16.0317	19.6076
O	37.455	-2.5591	30.4233
O	15.2388	3.1285	23.7119
O	4.0151	9.4021	25.619
O	-13.8805	0.5091	31.9033
O	0.324	-15.5819	17.506
O	-14.5022	7.3017	27.9942
O	-19.3625	18.028	30.3424
O	-9.6024	-9.1655	21.8282
O	14.3173	8.3855	28.1415
O	10.9889	13.0642	30.6221
O	-15.1618	6.7735	32.9866
O	12.6738	17.5329	32.9095
O	15.5846	-17.4774	26.001
O	6.9417	-7.0288	23.23
O	20.6651	-9.2606	25.5206
O	47.5309	-15.9259	19.9997
O	8.1532	16.7672	17.2611
O	32.701	26.944	25.4337
O	0.2138	14.3713	18.7418
O	1.6197	-7.4915	28.887
O	17.3435	-15.7309	19.16
O	6.1322	2.4484	31.3901
O	10.5709	-21.4416	27.658
O	-2.9017	-19.3849	15.7272
O	-14.132	32.642	16.8928
O	-11.894	-3.343	25.6134
O	11.6804	-12.6855	26.7716
O	-14.4641	6.2812	22.062
O	7.8258	8.5704	23.1746
O	17.9803	9.8667	28.2225
O	36.8154	-0.259	23.2029
O	46.3124	25.2693	20.5538
O	24.4691	45.3495	30.6606
O	14.5865	-9.8479	20.9746
O	-0.9957	-9.6031	23.0236
O	4.5146	25.3622	33.0591
O	-19.7962	16.7272	23.6971
O	-14.4219	25.4269	18.5939
O	32.6199	-3.1456	19.6572
O	13.1089	-7.1484	25.1777
O	6.0011	1.4953	18.2419
O	-11.0045	-4.1425	31.161
O	-2.2542	-5.254	24.2277
O	34.1251	7.5606	21.8402
O	25.4146	-24.6173	23.3814
O	29.0598	30.5922	25.7756
O	-21.3557	-27.2634	20.7436
O	-0.8535	-7.7726	21.1037
O	4.2685	-28.9849	29.5301
O	-2.2355	5.4439	26.822
O	-16.5657	-6.9397	21.3444
O	6.6193	-17.0136	28.5856
O	-11.9911	-1.0123	30.9911
O	9.7003	-3.5634	21.8664

Results
free energy: -139731.924 eV
free energy less fixed offsets of O -570.45, Si -639.56 eV per atom: 6.076 eV

Forces (eV/angstrom), in the order of the atoms: element, x, y, z
Si	-0.0023	0.0025	0.0126
Si	0.0039	-0.0032	-0.0027
Si	0.0079	0.0127	-0.0168
Si	-0.0008	-0.0041	-0.0015
Si	-0.0036	-0.0038	-0.0039
Si	0.0341	-0.0076	-0.0055
Si	-0.0003	-0.0039	-0.0151
Si	0.0021	-0.0022	-0.0114
Si	0.0017	-0.0015	0.0037
Si	-0.0032	0.0108	-0.0218
Si	0.0069	-0.0025	-0.0015
Si	-0.0136	-0.0016	-0.0025
Si	-0.0004	0.0109	-0.0178
Si	-0.0036	-0.003	-0.0013
Si	-0.0049	-0.0034	0.0127
Si	-0.0011	-0.0024	0.0167
Si	0.0027	-0.0026	-0.0087
Si	0.0075	0.0068	0.005
Si	0.0027	0.0014	-0.0111
Si	-0.0098	-0.0023	-0.002
Si	0.0027	-0.0038	-0.0161
Si	0.0041	0.0004	0.0017
Si	0.0015	0.007	-0.0221
Si	0.0029	0.004	-0.0094
Si	0.002	-0.0032	-0.0108
Si	0.004	-0.0097	-0.0107
Si	0.0011	0.0009	-0.0091
Si	-0.0016	-0.0001	-0.0061
Si	-0.0009	-0.0036	-0.0032
Si	-0.0006	-0.0013	0.0044
Si	-0.0059	-0.0008	-0.0111
Si	0.002	-0.0032	-0.0064
Si	-0.0002	-0.0015	-0.0042
Si	-0.0018	0.0013	0.0053
Si	0.0022	-0.0016	0.0052
Si	0.004	-0.0005	-0.0009
Si	0.006	0.0025	0.004
Si	0.0006	-0.0034	0.0041
Si	0.0009	-0.0006	-0.0042
Si	-0.002	-0.0002	-0.0027
Si	-0.0042	-0.0059	-0.0011
Si	0.0022	-0.0025	-0.0039
Si	0.005	-0.0013	-0.0033
Si	0.0011	-0.0036	-0.0011
Si	-0.0023	-0.0019	-0.0023
Si	-0.0045	-0.0054	-0.0012
Si	-0.0047	-0.0028	0.001
Si	-0.0024	0.0041	-0.0012
Si	0.003	-0.0045	0.0004
Si	-0.0028	0.0015	0
Si	-0.004	-0.0004	-0.0043
Si	-0.006	-0.0001	-0.0006
Si	-0.0027	-0.0004	-0.0018
Si	-0.0006	-0.0031	-0.0022
Si	0.0005	-0.001	-0.0009
Si	-0.0024	0.0028	-0.0014
Si	-0.0015	0.0011	0.0029
Si	0.0022	-0.0074	0.0014
Si	-0.0036	-0.0034	-0.0006
Si	-0.0032	0.002	0.0021
Si	0.0003	-0.0087	0.0015
Si	0.0001	0.0012	0.0044
Si	0.0007	0.0017	0.0027
Si	0.0006	-0.0057	-0.0011
Si	-0.0029	-0.0107	0.0032
Si	0.0035	0.0002	0.0043
Si	-0.0057	0.0038	0.0006
Si	0.0035	0.0013	-0.0023
Si	-0.0067	0.0064	-0.001
Si	-0.0053	0.0039	-0.0042
Si	0.0012	-0.0015	-0.0001
Si	0.0066	-0.0035	0.005
Si	0.0081	-0.0033	-0.0044
Si	-0.002	-0.0049	0.0014
Si	-0.0041	-0.0017	-0.0027
Si	-0.0082	-0.0059	-0.0076
Si	0.0011	0.0011	0.0021
Si	-0.0004	-0.0018	-0.0086
Si	-0.0046	0.0056	0.0076
Si	0.0055	0.0039	0.0048
Si	0.0019	0.0039	0.0191
Si	-0.0044	0.0008	0.0007
Si	0.0313	-0.0037	0.0272
Si	0.0262	-0.022	-0.015
Si	0.0007	0.0019	-0.0042
Si	-0.0847	-0.0509	-0.025
Si	-0.0152	-0.0115	-0.0013
Si	-0.0048	0.0025	-0.0053
Si	0.0063	-0.0178	0.0012
Si	0.0212	-0.0085	-0.0117
Si	0.0218	0.0047	0.0156
Si	0.0029	0.014	0.0045
Si	0.0004	0.0041	0.0099
Si	-0.0048	0.0166	0.0163
Si	-0.0258	0.0058	0.0175
Si	0.0008	0.0156	0.0134
Si	-0.0178	-0.0071	-0.0073
Si	0.0085	0.0043	-0.0058
Si	-0.0231	0.008	0.0535
Si	-0.0145	-0.016	0.0294
Si	0.0086	-0.0123	0.0334
Si	-0.003	-0.0038	0.012
Si	-0.0022	-0.0023	-0.0031
Si	0.007	0.0119	-0.0115
Si	-0.0034	0.0019	-0.0137
Si	-0.0022	-0.0015	-0.0032
Si	0.0003	0.0029	0.0191
Si	0.0102	0.0031	0.0093
Si	-0.0023	-0.0105	0.0126
Si	-0.0005	0.005	0.0095
Si	0.0093	0.0007	0.0237
Si	0.0021	0.0034	-0.0153
Si	-0.0024	0.0044	0.0116
Si	0.0007	-0.002	0.0107
Si	0.0337	-0.0182	0.0186
Si	0.0008	-0.001	-0.027
Si	0.0094	0.0074	-0.0319
Si	-0.0016	0.0075	0.009
Si	-0.0009	0.0024	-0.0108
Si	-0.0005	0.0036	-0.0286
Si	0.0124	-0.0091	0.0277
Si	-0.0014	0.001	-0.0079
Si	0.0022	0.0004	0.0275
Si	0.0052	-0.0028	0.0174
Si	0.0032	0.0066	-0.0037
Si	-0.0035	-0.0051	-0.0047
Si	-0.0013	-0.0027	-0.014
Si	0.0032	0.0046	-0.0309
Si	-0.0006	0.0073	-0.0127
Si	0.0004	-0.0086	0.0201
Si	0.0021	-0.0024	0.0162
Si	-0.011	0.0001	-0.0112
Si	0.0031	-0.0019	0.0103
Si	-0.0023	-0.0096	-0.0249
Si	-0.0112	-0.009	0.0021
Si	0.0193	0.0209	0.0235
Si	-0.0002	-0.0078	0.0155
Si	-0.0287	0.0144	0.0064
Si	0.0051	0.0002	0.0186
Si	-0.0021	-0.007	0.03
O	0.0081	0.0057	0.017
O	0.0064	-0.0045	-0.0105
O	0.0003	-0.0039	-0.0155
O	0.0038	0.005	-0.0063
O	-0.0014	-0.0004	-0.0087
O	0.0013	0.0018	0.017
O	0.0061	-0.0036	-0.02
O	0.0082	-0.0063	-0.0286
O	0.0084	-0.0028	-0.0012
O	0.0024	0.0007	0.0109
O	0.0024	0.0085	0.0379
O	-0.0014	-0.0012	0.0027
O	0.0023	0.0015	0.0123
O	-0.0017	0.0002	0.0058
O	-0.0002	0.003	-0.0063
O	-0.0006	-0.0007	-0.0017
O	0.0052	0.0008	0.0092
O	-0.0035	0.0003	0.0002
O	0.0014	-0.005	-0.0056
O	-0.0006	0.0017	0.0044
O	-0.0013	0.0031	0.0016
O	0.0026	0.0028	0.0029
O	0.0095	0.0044	0.017
O	-0.0088	0.0113	-0.0143
O	0.0032	0.0037	-0.0054
O	-0.0372	0.0007	-0.0161
O	-0.0023	-0.0048	-0.0087
O	0.0037	-0.0036	-0.0011
O	-0.004	0.0068	0.0033
O	-0.0045	-0.0027	-0.0107
O	-0.0028	-0.0008	0.0001
O	-0.0005	-0.0034	0.0087
O	-0.0016	0.0014	0.0199
O	-0.0091	0.0072	-0.0135
O	0.0044	0.0076	0.0057
O	0.0055	0.0006	-0.0093
O	0	0.0075	-0.0044
O	-0.0001	-0.0089	0.0188
O	0.0162	-0.0013	-0.0242
O	-0.0104	0.0068	-0.0029
O	-0.0006	0.0048	0.0067
O	-0.0006	0.0039	0.0011
O	0.0002	-0.0024	0.0068
O	0.0024	-0.0025	0.0034
O	0.0017	0.0077	0.0117
O	0.0016	-0.0025	0.013
O	-0.0025	-0.0001	-0.0034
O	-0.0029	0.001	-0.007
O	0.0002	0.0017	-0.0025
O	0.0101	-0.0016	-0.0144
O	0.0041	0.0327	-0.0331
O	0.0001	-0.0036	-0.0042
O	-0.0039	-0.0044	0.0064
O	-0.0055	-0.0051	0.0076
O	0.005	-0.0008	-0.0037
O	0.0066	0.014	0.0398
O	0.0025	0.0001	0.0041
O	0.0007	0.0142	-0.0122
O	0.0059	0.0115	-0.022
O	0.0063	0.0012	-0.0031
O	0.0011	0.0048	0.0032
O	0.0022	0.0056	-0.0091
O	-0.003	0.0003	-0.0059
O	0.0016	0.0052	0.0063
O	0.0022	0.0017	-0.0088
O	0.0039	0.007	-0.0045
O	-0.0045	-0.0062	0.0138
O	0.0026	-0.0025	-0.0047
O	0.0012	0.0014	-0.0074
O	-0.0131	-0.0101	0.0224
O	-0.0006	0.0062	-0.0084
O	-0.0028	0.0014	-0.0084
O	0.007	-0.0052	-0.0248
O	-0.0043	0.0051	-0.0067
O	-0.0052	-0.0138	-0.0147
O	0.0039	0.0027	0.0034
O	-0.0031	-0.0022	-0.0061
O	-0.0115	-0.0067	-0.0184
O	-0.0078	-0.0028	-0.0098
O	0.0006	-0.0082	-0.0096
O	-0.0007	0.0086	-0.0069
O	-0.0012	0.0081	-0.013
O	0.0036	0.0043	-0.0019
O	0.0071	0.0044	-0.003
O	-0.0146	0.0084	-0.0213
O	-0.0001	0.0064	0.0055
O	-0.0028	0.0029	0.0111
O	0.0079	-0.0012	-0.0055

The program warned: the cutoff lies below the one the program advises for these potential files; the forces do not sum to zero within the program's tolerance; empty levels may hold ghost states of the PAW files; the exchange-correlation potential is rough where the density is thin.
